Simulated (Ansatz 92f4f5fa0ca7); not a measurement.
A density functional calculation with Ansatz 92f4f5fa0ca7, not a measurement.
Periodic cell of 276 atoms, Si168O108, from a study of silicon, its oxide and their interface. The atomic structure is a simulated model.
Doubt: the cutoff is far below the 930 eV that the study's wrapper takes by default for these files, so forces and energies are approximate.

Settings: functional PBE; potential files Ansatz PAW; basis plane waves; wave-function cutoff 580 eV; density cutoff ratio 5; exchange-correlation grid ratio 1; k mesh 1 x 1 x 1, Gamma-centred; self-consistency stop 5e-08 eV per atom in the density residual; occupations fixed; spin none; net charge 0.

Cell vectors (angstrom)
a  11.6015  0  0
b  0  13.3963  0
c  0  0  31.1424

Atoms and the computed forces on them: element, x, y, z (angstrom), force x, y, z (eV/angstrom)
Si  -0.2319  0.0121  24.3463  -0.0842  -0.1361  -0.5767
Si  3.5523  0.1952  24.4846  -0.216  0.1646  -0.6756
Si  7.4357  0.1135  24.3622  -0.3842  0.0067  -0.6174
Si  1.7759  3.3023  24.5887  -0.1438  -0.0045  -0.6635
Si  5.5983  3.3924  24.5801  -0.1466  -0.2052  -0.5897
Si  9.5142  3.4574  24.2935  0.0284  0.1784  -0.7472
Si  -0.1215  6.7559  24.3507  -0.0102  -0.0335  -0.7796
Si  3.6869  6.8261  24.4717  -0.1253  0.3499  -0.568
Si  7.5482  6.8217  24.4849  -0.161  0.1964  -0.5864
Si  1.8084  10.1159  24.4468  0.1032  -0.049  -0.6479
Si  5.599  10.1141  24.4653  0.023  -0.0396  -0.7308
Si  9.4372  10.1126  24.5161  -0.3099  0.0217  -0.4496
Si  -0.2344  2.253  25.1396  0.154  -0.0103  0.3942
Si  3.7058  2.3058  25.4503  0.1397  0.0829  0.3468
Si  7.6061  2.3219  25.1281  0.0478  0.051  0.4584
Si  1.7737  5.6216  25.1437  0.182  -0.2179  0.2785
Si  5.6245  5.6701  25.1639  0.0941  -0.1207  0.3339
Si  9.5271  5.6725  25.1136  -0.0413  -0.0613  0.2743
Si  -0.16  8.9857  25.0877  0.0914  0.1287  0.3511
Si  3.6986  9.0158  25.2966  0.0244  -0.0688  0.4148
Si  7.5265  9.0199  25.3031  0.1302  -0.0479  0.41
Si  1.705  12.341  25.2018  0.0398  0.0251  0.2798
Si  5.5268  12.3843  25.121  0.1255  -0.048  0.3032
Si  9.4099  12.3746  25.1138  0.1418  0.0221  0.3775
Si  -0.122  2.2508  27.5406  -0.0661  -0.0376  0.0637
Si  3.7821  2.266  27.7517  -0.0478  -0.0443  0.0675
Si  7.6669  2.282  27.5338  0.0243  -0.0217  0.049
Si  1.8461  5.6058  27.5441  -0.0522  0.0116  0.0427
Si  5.7053  5.6227  27.557  0.0104  -0.0429  0.0529
Si  9.5855  5.6233  27.5247  0.0179  -0.0022  0.0831
Si  -0.0927  8.9635  27.509  0.0141  -0.0154  0.0709
Si  3.7733  8.974  27.6407  -0.0025  0.0257  0.0661
Si  7.6262  8.9757  27.6454  0.0195  -0.0096  0.0584
Si  1.8119  12.3117  27.5782  -0.0333  -0.0436  0.1203
Si  5.669  12.3271  27.5292  -0.0433  -0.0094  0.0735
Si  9.541  12.3356  27.5253  -0.0278  -0.0049  0.0972
Si  1.8161  1.1393  28.3964  0.0492  -0.0175  -0.1252
Si  5.7559  1.1446  28.3893  -0.0021  -0.0345  -0.1207
Si  9.5735  1.1468  28.3859  0.0264  0.0343  -0.1266
Si  -0.08  4.4832  28.3607  -0.0064  0.0225  -0.151
Si  3.7873  4.5235  28.4024  0.0433  0.0319  -0.1123
Si  7.6586  4.5066  28.3649  0.0296  0.0218  -0.1737
Si  1.8372  7.8362  28.3776  -0.0044  -0.0383  -0.17
Si  5.7105  7.8368  28.4046  0.031  0.0047  -0.1169
Si  9.5962  7.848  28.37  0.0242  -0.0211  -0.1339
Si  -0.1185  11.1869  28.3646  0.0534  0.0005  -0.2118
Si  3.768  11.2124  28.3919  0.027  -0.0269  -0.0944
Si  7.624  11.2215  28.3764  0.0067  -0.0143  -0.1585
Si  1.9336  1.1164  30.7475  -0.2737  -0.0139  0.1946
Si  5.8008  1.1164  30.7475  0.0434  -0.0359  0.0432
Si  9.6679  1.1164  30.7475  -0.1432  -0.0349  0.0192
Si  0  4.4654  30.7475  -0.1584  0.0414  -0.1925
Si  3.8672  4.4654  30.7475  -0.1534  0.1528  0.1215
Si  7.7343  4.4654  30.7475  -0.1028  0.0253  -0.0964
Si  1.9336  7.8145  30.7475  -0.2098  0.05  -0.0723
Si  5.8008  7.8145  30.7475  -0.1683  -0.0265  0.2102
Si  9.6679  7.8145  30.7475  -0.0848  -0.0085  -0.0915
Si  0  11.1635  30.7475  -0.2251  0.0238  -0.0139
Si  3.8672  11.1635  30.7475  -0.179  0.1431  -0.0049
Si  7.7343  11.1635  30.7475  -0.1694  0.1578  -0.0123
Si  0  0  0.3944  -0.0522  0.0278  -0.1598
Si  3.8672  0  0.3944  0.2307  -0.1721  -0.25
Si  7.7343  0  0.3944  0.0964  -0.0024  0.1768
Si  1.9336  3.3491  0.3944  0.2597  0.0661  -0.1868
Si  5.8008  3.3491  0.3944  0.145  -0.0036  -0.2248
Si  9.6679  3.3491  0.3944  0.1332  0.1184  -0.0663
Si  0  6.6981  0.3944  0.1332  -0.2066  -0.0528
Si  3.8672  6.6981  0.3944  0.1655  -0.0031  0.2046
Si  7.7343  6.6981  0.3944  0.2668  0.0807  0.0779
Si  1.9336  10.0472  0.3944  0.3271  -0.2687  -0.3441
Si  5.8008  10.0472  0.3944  0.1413  -0.0727  0.1415
Si  9.6679  10.0472  0.3944  0.0253  -0.0492  0.0183
Si  0.038  -0.0162  2.7363  -0.0132  -0.0577  0.1456
Si  3.9555  -0.0756  2.7333  0  0.0657  0.1187
Si  7.8073  -0.0126  2.7731  -0.0067  -0.0578  0.0974
Si  2.0688  3.3298  2.7388  -0.0916  0.0165  0.115
Si  5.8926  3.3292  2.738  -0.0059  0.0043  0.1408
Si  9.7611  3.358  2.7554  -0.0534  -0.0011  0.1831
Si  0.1012  6.6168  2.7531  -0.0036  0.0066  0.1148
Si  3.9791  6.679  2.7822  -0.0347  0.0611  0.159
Si  7.8676  6.7002  2.7744  -0.0356  -0.0319  0.1229
Si  2.0609  9.9565  2.7227  -0.068  0.0241  0.0401
Si  5.8937  10.0056  2.7878  0.017  0.0164  0.1798
Si  9.7363  10.0125  2.7684  0.0238  0.0339  0.1559
Si  0.1267  2.2396  3.4779  0.0774  0.0987  -0.0134
Si  3.9905  2.1472  3.501  0.0474  -0.0738  0.0302
Si  7.8307  2.2397  3.5476  0.1077  0.0008  -0.0506
Si  2.0628  5.5452  3.6059  0.02  0.0022  -0.0893
Si  5.9543  5.5631  3.5347  0.0317  -0.0046  -0.0341
Si  9.7812  5.5667  3.6616  -0.0077  0.0256  -0.0656
Si  0.115  8.8597  3.4385  -0.0321  0.0057  -0.0714
Si  3.9924  8.8891  3.6726  0.0317  -0.0187  -0.0876
Si  7.8289  8.9082  3.6714  -0.0719  0.0166  -0.0819
Si  1.9789  12.1977  3.3751  -0.0303  -0.0609  -0.0053
Si  5.901  12.2332  3.6042  0.039  0.0258  -0.0932
Si  9.734  12.2412  3.5975  -0.0973  0.0385  0.0305
Si  0.2586  2.2596  5.8221  -0.1497  -0.123  -0.4977
Si  4.1212  2.0448  5.8663  -0.2703  0.1887  -0.3373
Si  7.9572  2.2553  5.9161  -0.125  -0.1397  -0.3937
Si  2.1616  5.514  6.0088  -0.0182  0.0199  -0.2945
Si  6.0794  5.5034  5.903  -0.2187  0.1196  -0.35
Si  9.8899  5.5781  6.1039  -0.0494  0.0583  -0.2532
Si  0.2104  8.8128  5.7579  -0.0879  -0.0376  -0.3783
Si  4.0631  8.8538  6.1199  0.0285  0.1612  -0.3631
Si  7.8731  8.8872  6.1148  0.0835  0.0309  -0.2805
Si  1.9939  12.11  5.6802  0.0756  0.1174  -0.4575
Si  5.9702  12.2138  6.0073  -0.2091  -0.0792  -0.272
Si  9.7713  12.2121  6.0116  -0.006  0.0507  -0.3055
Si  2.108  0.9351  6.3919  -0.0111  -0.3156  0.4085
Si  6.1193  1.046  6.7142  0.3246  0.0672  0.4804
Si  9.9338  1.1272  6.4795  0.2241  0.2379  0.3942
Si  0.2442  4.4245  6.7867  -0.0079  0.0329  0.6954
Si  4.1515  4.3034  6.4706  0.3141  -0.2219  0.3786
Si  7.9928  4.4215  6.8677  0.1551  -0.1095  0.8584
Si  2.1004  7.753  6.7464  0.0719  0.0102  0.7361
Si  5.9965  7.655  6.8595  0.0055  -0.3196  0.5842
Si  9.9167  7.8798  6.7346  0.2259  0.1575  0.6481
Si  0.0974  10.9846  6.5588  -0.0561  -0.1744  0.7783
Si  3.9296  11.1655  6.6141  -0.0742  0.2  0.5432
Si  7.852  11.1173  6.9172  -0.1041  -0.0004  0.6375
O  10.2242  1.5602  8.0724  -0.0538  -0.1908  -0.0644
O  8.0945  4.3312  8.577  -0.1529  -0.0204  -0.6547
O  10.2557  8.2853  8.3578  -0.2672  -0.3337  -0.3848
O  0.3495  4.4133  8.469  -0.0335  -0.0394  -0.6071
O  6.5421  1.0479  8.3713  -0.0609  0.0257  -0.3383
O  7.7388  11.1561  8.6354  -0.0391  -0.0269  -0.6707
O  6.0541  7.3284  8.5198  0.0093  0.2527  -0.5976
O  1.9585  0.4107  7.989  0.0519  0.0979  -0.0293
O  2.0948  7.7902  8.4321  0.0164  -0.0001  -0.5456
O  3.5634  11.5359  8.237  0.1343  -0.1338  -0.3398
O  4.649  3.9498  8.0223  -0.0506  0.025  0.091
O  11.6168  10.6077  8.2161  0.0639  0.2784  -0.1873
O  7.0343  13.6529  22.7301  0.1565  0.0052  0.4769
O  -0.2926  13.2069  22.6643  -0.0378  0.0626  0.5495
O  1.8286  2.9277  22.9432  -0.0676  0.1847  0.2778
O  3.6053  7.2208  22.8276  0.0416  -0.0736  0.3918
O  5.5954  9.9558  22.7881  0.0399  -0.0157  0.4087
O  5.4459  3.0784  22.9415  0.1076  0.0991  0.23
O  7.3306  7.0526  22.8346  0.0175  -0.1171  0.372
O  9.0592  10.1635  22.8828  0.1226  -0.0203  0.2501
O  11.5595  6.7516  22.6594  -0.0406  0.0812  0.5717
O  2.0508  10.0385  22.7907  -0.0808  -0.0128  0.4307
O  9.5852  3.5388  22.598  -0.0305  -0.1771  0.739
O  3.1825  0.5842  22.8604  0.1738  -0.2841  0.3204
Si  0.2403  8.9297  19.9744  -0.0453  0.0076  -0.131
Si  -0.5332  16.2603  14.0177  -0.0313  -0.1484  -0.0056
Si  9.4309  9.7208  21.3774  0.1615  0.1154  -0.2624
Si  3.5186  6.4022  21.4217  0.0844  0.0218  -0.2291
Si  5.532  7.8265  19.6452  0.055  0.0093  -0.003
Si  8.5645  5.5362  16.3364  0.0361  -0.1158  0.0939
Si  6.1663  6.648  9.9939  -0.0686  0.0234  0.396
Si  2.2263  3.2997  11.3116  0.0426  -0.0985  0.1393
Si  -0.6843  9.5165  9.2342  0.0844  -0.0266  -0.096
Si  0.4021  13.1595  21.1827  -0.0644  -0.1031  -0.261
Si  11.557  5.5773  15.2724  -0.002  -0.2112  -0.0651
Si  6.8908  13.2614  21.1628  0.1197  -0.0187  -0.3536
Si  9.3387  12.3741  19.75  -0.1607  0.0513  -0.0297
Si  3.0054  -0.4761  8.8903  -0.2686  -0.0771  0.1705
Si  8.7616  3.1038  18.4604  -0.1319  -0.0847  -0.1048
Si  9.7226  4.3387  21.1843  -0.0654  -0.0149  -0.2485
Si  0.4249  6.2012  21.193  -0.0045  0.0086  -0.3134
Si  4.8078  3.5361  21.5222  0.3353  0.0485  -0.195
Si  13.3357  7.9708  15.7734  0.0379  -0.0321  0.0463
Si  8.507  4.8229  10.0958  0.0502  0.054  0.3108
Si  10.2512  0.7955  9.4909  -0.024  0.2883  0.1975
Si  6.1249  12.0143  14.9098  0.1057  0.0788  -0.0983
Si  2.4584  1.7702  21.9679  0.0253  0.0761  0.0446
Si  3.6716  13.7872  15.5535  -0.0788  0.0011  -0.1047
Si  -0.2341  10.1573  17.1379  -0.0038  0.0603  0.0973
Si  8.7831  2.3285  11.8055  0.0306  -0.0454  0.284
Si  12.714  12.8319  16.538  -0.1081  -0.0096  -0.0683
Si  11.7095  4.9399  9.9933  0.0315  -0.0616  0.3332
Si  6.0319  4.6284  15.3025  -0.0615  -0.0229  -0.1188
Si  4.536  9.2164  14.6628  -0.0196  -0.1118  -0.1862
Si  5.3726  10.4803  21.2629  0.0406  -0.0355  -0.2388
Si  4.1277  7.7409  11.9551  0.0538  -0.0664  -0.0375
Si  5.6029  14.4957  9.7118  -0.065  -0.1517  0.3368
Si  5.988  2.1654  19.3469  0.1177  0.0724  -0.0092
Si  2.4372  5.2835  16.4573  0.1516  -0.1103  -0.0376
Si  1.3281  13.7317  13.8312  -0.0514  -0.0034  -0.1929
Si  7.1808  -0.2572  12.0491  0.0973  0.2848  0.1715
Si  6.145  7.2984  16.5888  -0.047  0.0208  0.1808
Si  1.3704  0.3411  11.0151  0.07  0.0349  0.3187
Si  2.2708  10.5745  21.2728  -0.1089  -0.1011  -0.2093
Si  3.743  4.9423  13.5196  0.0439  -0.0037  -0.063
Si  8.9365  11.9761  16.595  0.017  0.0471  0.1329
Si  4.6444  3.9198  9.6291  -0.2434  0.1814  0.048
Si  7.8954  6.9855  21.3159  -0.0973  -0.059  -0.2581
Si  8.7926  11.5138  9.8479  -0.0508  0.1281  0.4438
Si  10.4199  14.658  16.5794  -0.0329  0.129  0.0281
Si  13.1944  7.7684  9.9845  0.1539  -0.1177  0.3565
Si  4.2814  2.9631  17.021  0.0211  -0.0263  0.1258
O  5.2163  13.2547  15.5113  -0.0295  0.0023  0.0646
O  7.3215  2.3416  18.4491  0.0155  0.0103  0.0066
O  10.1082  5.1171  10.2396  0.0151  0.0071  -0.1388
O  0.7676  15.2797  13.8271  0.0085  0.0373  0.0659
O  5.5798  7.8151  18.0229  0.0314  -0.0255  -0.0641
O  1.7798  9.4389  20.1777  0.0641  0.1113  0.1471
O  4.6866  2.1572  18.3708  -0.0675  0.0354  -0.0531
O  5.5075  7.6724  11.0769  0.0953  -0.0066  -0.0757
O  0.6705  12.7439  14.953  0.0573  0.0201  0.0304
O  7.8448  1.1844  12.5321  -0.0322  -0.0791  -0.1076
O  2.9463  3.8081  12.679  0.0016  0.0014  -0.0665
O  5.6645  3.3702  16.2542  0.0082  -0.0016  -0.0043
O  2.7427  12.9342  16.6164  0.0148  0.001  0.062
O  4.0846  7.2994  20.1805  -0.1831  -0.1538  0.1666
O  12.3745  6.9614  14.8306  -0.0076  0.0472  -0.0127
O  2.273  1.6713  11.3217  -0.0204  -0.0561  -0.0595
O  8.1388  12.0527  11.2631  0.146  -0.1951  -0.3278
O  5.2984  5.2853  10.1749  -0.0522  -0.1061  -0.1124
O  1.4361  11.9293  21.0274  -0.0214  0.0669  0.0795
O  2.4571  6.901  16.832  -0.0473  0.0494  0.0228
O  3.7704  6.346  12.7147  0.0012  0.0691  -0.0182
O  7.7575  6.9398  16.7045  0.0471  -0.0294  -0.0366
O  0.4593  8.9156  10.2339  -0.1859  0.2009  -0.1452
O  8.7024  4.51  17.6126  0.0175  0.1221  -0.0158
O  7.6578  4.7842  15.1718  -0.0378  0.0088  -0.0222
O  5.7917  9.3403  20.1735  0.0163  0.159  0.1902
O  11.7182  7.3073  20.0157  -0.0343  -0.182  0.1421
O  8.377  0.0216  20.5255  -0.0277  0.0505  0.1053
O  6.6251  12.4093  13.3947  -0.0733  -0.0705  0.0411
O  6.0403  0.1444  10.954  -0.1013  0.1153  -0.2657
O  3.5737  2.5631  21.082  -0.1027  -0.1344  -0.0369
O  6.6871  6.8393  20.233  0.1446  -0.0431  0.17
O  2.8532  8.0805  10.9864  -0.1741  -0.0342  -0.1749
O  5.2974  4.4997  13.8447  0.07  -0.0238  0.0403
O  5.4256  5.9173  16.1161  0.0078  0.0017  0.0122
O  11.9163  14.1676  17.0627  0.0609  -0.0238  0.0582
O  5.7082  8.3867  15.4571  0.034  0.0186  -0.0539
O  5.4494  2.6395  10.2342  0.1039  -0.0787  -0.1211
O  4.1771  0.5761  9.1924  0.0693  0.0737  -0.1271
O  11.0427  9.5237  21.2694  0.0187  0.0081  0.1546
O  6.3128  11.762  20.9769  -0.0153  -0.0217  0.1639
O  5.9275  0.8253  20.2681  -0.0283  -0.0014  0.1508
O  1.2934  1.1328  21.0012  0.0871  0.1084  0.0936
O  11.7082  0.8238  10.1573  -0.06  -0.0128  -0.1514
O  12.2601  11.5084  17.3481  0.0508  0.0173  0.019
O  12.2469  9.0638  16.311  0.0129  -0.0544  -0.0746
O  0.8423  4.8749  16.4787  -0.0101  0.0898  0.0297
O  0.7014  3.8399  11.0735  -0.0979  0.0972  -0.1544
O  9.7509  12.6812  9.2531  0.0253  -0.1173  -0.1561
O  8.7135  8.3374  20.9399  -0.0489  0.0483  0.1053
O  -0.3405  4.7982  20.8792  0.0883  -0.0095  0.0931
O  8.8585  12.2906  18.1968  0.0004  -0.0543  0.0633
O  2.2299  12.5731  10.2751  0.0709  -0.0315  -0.2168
O  10.0046  2.661  12.8128  -0.0014  0.0122  -0.0461
O  0.9168  13.0533  12.4177  0.0126  0.0903  -0.0545
O  5.9424  3.45  20.3532  -0.1782  0.0366  0.1733
O  0.9072  6.3232  10.3104  0.0411  0.0456  -0.1363
O  7.7071  6.2357  10.3764  0.0328  0.0427  -0.144
O  2.0129  5.9092  21.1153  -0.0026  -0.0241  0.113
O  11.4654  4.4549  14.07  -0.0091  0.1462  0.0654
O  9.2476  1.6034  10.4457  0.0607  -0.0817  -0.1956
O  10.3924  15.8082  15.4257  0.013  -0.0129  0.0439
O  9.5801  13.3648  15.9997  -0.0165  -0.0663  -0.0883
O  3.0822  3.8728  10.0595  0.0658  0.0145  -0.1482
O  9.9369  10.6464  16.4483  0.001  -0.0361  -0.0753
O  7.4668  11.7381  15.8623  -0.0539  -0.0284  -0.0013
O  -0.4661  9.4828  18.6088  0.0313  -0.0063  0.0058
O  3.3193  4.2576  17.3818  -0.0556  0.0432  0.0265
O  10.8595  12.9214  20.0235  0.1917  0.0992  0.1043
O  8.1046  3.7284  11.2755  -0.0368  0.1195  -0.1717
O  9.7814  1.9959  17.8671  0.0542  0.0117  0.0314
O  9.0458  10.8918  20.3362  -0.0365  -0.1631  0.1226
O  10.0429  5.9247  15.7807  0.0155  0.0825  -0.0142
O  9.7497  10.22  10.1479  0.0295  -0.0124  -0.0946
O  14.6008  8.8588  15.1821  -0.0486  -0.0352  0.047
O  5.06  10.7638  14.8248  -0.0087  -0.0125  0.073
O  3.8299  10.9003  20.9922  -0.0596  -0.0091  0.1344
O  8.84  5.6932  21.1858  -0.0141  0.015  0.0933
O  3.5237  1.9446  16.0159  0.0057  -0.0024  -0.0321
O  4.4133  5.0837  21.6364  0.0183  0.0498  0.139
O  4.4495  8.8941  13.0606  0.025  0.0557  0.1016
O  2.9686  5.0991  14.9267  -0.0664  0.0216  0.0162
O  2.9547  13.7221  14.0716  0.0407  -0.0009  0.1172
O  9.2165  3.3777  19.9899  0.061  0.011  0.1246

Results
free energy: -168220.655 eV
free energy less fixed offsets of O -568.88, Si -635.61 eV per atom: 0.865 eV

The program warned: the cutoff lies below the one the program advises for these potential files; the forces do not sum to zero within the program's tolerance; the exchange-correlation potential is rough where the density is thin.
